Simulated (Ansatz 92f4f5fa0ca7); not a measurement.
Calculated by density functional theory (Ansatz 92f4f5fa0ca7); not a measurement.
Periodic cell of 208 atoms, Si128O80, from a study of silicon, its oxide and their interface. The atomic structure is a simulated model.
This geometry differs little from another in the collection (a relaxation step or a small displacement).

Settings
functional: r2SCAN
potential files: Ansatz PAW
basis: plane waves
wave-function cutoff: 800 eV
density cutoff ratio: 5
exchange-correlation grid ratio: 1
k mesh: 1 x 1 x 1, shifted by 0.5 0.5 0 of a step
self-consistency stop: 1e-10 eV per atom in the density residual
occupations: fixed
spin: none
net charge: 0

Cell vectors (angstrom)
a	10.88	0	0
b	0	10.88	0
c	4.2414	-0.728	30.927

Atoms: element, x, y, z (angstrom)
Si	1.0994	-1.1139	0.1215
Si	3.7638	1.5967	0.1836
Si	1.6299	3.8454	0.0954
Si	4.3362	-4.384	0.0442
Si	-3.8242	-1.6069	0.0818
Si	-1.0684	1.1094	0.1145
Si	6.5594	4.2891	-0.0208
Si	-1.6092	-3.7855	0.1412
Si	2.6411	0.0249	1.4778
Si	5.4227	2.7487	1.3642
Si	2.7715	-5.4749	1.4097
Si	5.4551	-2.7643	1.3553
Si	-2.6831	-0.0253	1.3898
Si	0.0473	2.7015	1.4165
Si	8.1166	5.4434	1.3452
Si	-0.0385	-2.6691	1.4512
Si	1.3358	1.3701	2.866
Si	4.1007	4.0684	2.8062
Si	1.3667	-4.0824	2.7012
Si	4.0772	-1.3785	2.6966
Si	6.7993	1.3615	2.6813
Si	9.5085	4.0836	2.6867
Si	6.7876	6.7799	2.7736
Si	-1.3719	-1.3413	2.8381
Si	-0.0243	0.009	4.1843
Si	2.7362	2.7201	4.1558
Si	-0.0034	-5.4412	4.0587
Si	2.716	-2.7238	4.0716
Si	5.4406	-0.0051	4.0503
Si	8.1507	2.7217	4.0587
Si	5.4404	5.4368	4.1413
Si	8.1467	-2.7362	4.1285
Si	1.3585	-1.3667	10.8325
Si	4.0628	1.3462	10.8159
Si	1.3353	4.059	10.8982
Si	4.081	-4.0814	10.8741
Si	6.8047	-1.3603	10.8855
Si	-1.3524	1.3728	10.9071
Si	6.8345	4.0884	10.8535
Si	-1.3848	-4.1008	10.8431
Si	2.6885	0.0201	12.1772
Si	5.4612	2.6883	12.1204
Si	2.7019	5.4385	12.211
Si	5.4462	-2.725	12.2329
Si	-2.7131	0.0047	12.2473
Si	-0.0164	2.7237	12.314
Si	8.1873	5.4289	12.2582
Si	-0.0048	-2.7491	12.1471
Si	1.3288	1.3217	13.6311
Si	4.0757	4.0196	13.4471
Si	1.3346	-4.085	13.556
Si	4.0805	-1.3192	13.5144
Si	-4.0615	1.403	13.5687
Si	-1.3144	4.1137	13.7232
Si	6.783	-4.0933	13.5997
Si	-1.3327	-1.3937	13.5256
Si	0.2158	-0.3253	14.9184
Si	2.972	2.4849	14.8174
Si	-0.1649	-5.1402	15.0585
Si	2.4832	-2.4653	14.757
Si	5.1952	0.2782	14.8078
Si	-2.9966	3.016	14.9338
Si	5.589	5.1442	14.7863
Si	-2.4479	-2.9635	14.8277
Si	2.5799	-3.6751	19.2767
Si	7.2577	-3.9648	20.0123
Si	1.9457	3.9062	-7.1377
Si	3.7286	0.9433	19.5269
Si	8.0658	2.1658	17.927
Si	4.6309	-1.4085	-6.6974
Si	-1.2684	-1.4689	-4.6969
Si	1.4433	-1.0346	19.7866
Si	4.4157	3.7154	-5.7297
Si	2.129	2.7829	17.7556
Si	-0.1795	5.3057	-2.0238
Si	4.2791	-3.9382	16.8581
Si	5.3385	-4.3824	-6.2252
Si	0.5989	5.2705	18.1699
Si	-1.9848	4.3721	19.783
Si	-2.6784	-3.4995	-6.3598
Si	7.3941	-1.2585	-8.2287
Si	6.6948	-1.8909	22.0354
Si	2.9256	-2.5391	-2.0706
Si	5.9431	0.0107	17.7966
Si	5.2764	0.7124	22.0766
Si	7.0022	-2.5369	17.4822
Si	-1.1632	0.3156	-6.9266
Si	5.4917	0.9371	-4.8215
Si	-2.3417	3.0086	-2.0971
Si	4.5015	4.6916	-8.3197
Si	5.1016	-0.308	-1.9933
Si	0.1443	-4.6674	-6.7646
Si	-2.4524	1.1925	-4.6234
Si	-0.2363	0.6125	17.8384
Si	0.8528	-3.519	-4.0765
Si	4.6595	-3.9436	21.4166
Si	1.3675	-1.3746	5.4674
Si	4.0994	1.3378	5.4617
Si	1.3495	-6.7874	5.4518
Si	4.0616	-4.0754	5.4512
Si	6.782	-1.3557	5.4422
Si	9.4839	1.3809	5.4724
Si	6.809	4.0669	5.4601
Si	-1.3515	-4.0932	5.4543
Si	2.7278	-0.0116	6.8146
Si	5.4481	2.707	6.8197
Si	2.7085	-5.4322	6.8097
Si	5.4268	-2.7188	6.7905
Si	8.1358	0.0013	6.81
Si	-0.0095	2.7283	6.8009
Si	-2.7125	-5.451	6.8118
Si	0.0022	-2.7316	6.8204
Si	1.3522	1.3625	8.1468
Si	4.0765	4.085	8.156
Si	1.3549	-4.0933	8.1783
Si	4.0837	-1.3769	8.1558
Si	6.7974	1.3508	8.1819
Si	-1.3562	4.0708	8.1632
Si	6.7918	-4.0732	8.1418
Si	9.5111	-1.3533	8.1562
Si	-0.0095	0.0126	9.5138
Si	2.7021	2.7296	9.5028
Si	-0.008	-5.4618	9.5237
Si	2.7279	-2.7281	9.5077
Si	5.4353	-0.0256	9.5113
Si	8.1763	2.7102	9.5192
Si	5.4488	5.445	9.5118
Si	8.1476	-2.7187	9.505
O	0.8205	-1.7495	21.0988
O	1.3891	-1.3922	15.3344
O	-2.7139	-2.7077	-0.4285
O	4.7603	-5.2745	16.1093
O	5.4474	5.4059	-0.5004
O	-2.4553	2.5033	16.3825
O	-1.7076	1.8402	-1.1879
O	2.7082	2.7113	-0.4097
O	-1.4291	1.5194	-5.8523
O	0.4259	-4.2295	-8.2787
O	4.7709	5.2657	-5.291
O	0.0166	-0.003	-0.4268
O	3.5789	-3.7808	-1.2678
O	0.2383	-0.5816	18.8114
O	5.7132	-4.3826	20.2638
O	2.3896	0.2435	20.1153
O	-0.4956	0.1082	16.32
O	-0.8134	-4.3881	-1.1383
O	7.0074	0.9461	-5.3507
O	0.3542	-4.8952	-3.381
O	-1.8959	-0.1832	-3.9205
O	4.0819	-1.4784	-2.416
O	0.5951	4.6673	-6.7095
O	6.9016	-1.1719	18.3368
O	4.7664	-2.8717	-5.9635
O	2.2694	-3.0744	-3.4427
O	1.7825	-1.8318	-1.171
O	5.7829	-0.2712	16.2144
O	4.5388	-0.0846	18.5748
O	-2.6421	2.3686	-3.5452
O	-2.5794	-0.1055	-7.5695
O	7.9432	-2.2762	16.2134
O	-1.4253	-4.5059	-6.4531
O	7.9852	-2.7034	-7.7623
O	4.0743	1.3699	15.27
O	7.9262	3.4692	18.8659
O	5.0487	-4.7537	-7.7849
O	-0.2035	-2.3056	-3.8232
O	3.1755	-3.8874	20.7731
O	4.6347	-0.162	-5.6493
O	3.6624	-4.3294	18.2805
O	8.182	-5.2072	20.3989
O	5.5331	-2.9513	16.9767
O	-1.3609	-4.0701	15.3262
O	-1.6041	1.2241	18.4413
O	6.3898	-0.93	-1.2435
O	6.6349	1.4381	18.0401
O	5.8564	-1.184	-7.736
O	5.1995	-2.5348	22.0149
O	3.215	-1.3468	-7.4793
O	-1.5748	3.5778	21.142
O	1.0279	4.5735	-1.2361
O	7.2096	3.5947	-1.3629
O	6.7219	4.1001	15.3224
O	0.9068	1.7404	17.7779
O	7.5809	-2.6577	20.9107
O	2.3974	-2.0944	19.0267
O	1.1213	-4.3094	18.9725
O	3.1111	-3.189	16.0575
O	5.5826	0.478	-3.2897
O	2.4802	3.1403	16.2204
O	-0.5581	-0.9312	-6.0648
O	2.7988	3.6235	-5.7897
O	-1.3093	4.2135	-2.343
O	6.4653	-0.3247	21.7037
O	4.6832	1.4048	20.7436
O	0.9893	-3.8076	-5.6681
O	7.5728	-3.6849	18.4523
O	2.8708	4.7441	-8.1941
O	1.6108	2.5165	-7.8364
O	3.3659	2.2109	18.6043
O	6.9261	-4.3887	-5.9815
O	4.9965	3.5573	-7.2535
O	0.4225	-5.4475	16.5592
O	-0.1696	0.695	-8.1007
O	4.9299	2.4658	-4.8558
O	-0.7773	4.7994	18.8315
O	4.3724	0.7807	-1.0705
O	-2.4798	-2.4457	-5.1439
O	1.7058	4.1487	18.4657

Results
free energy: -127505.284 eV
free energy less fixed offsets of O -570.45, Si -639.56 eV per atom: -5.604 eV

Forces (eV/angstrom), in the order of the atoms: element, x, y, z
Si	-0.0013	0	-0.0063
Si	-0.0025	-0.0007	-0.0056
Si	-0.0013	0.0006	-0.0053
Si	-0.0011	-0.0007	-0.0073
Si	-0.0007	-0.0008	-0.0059
Si	-0.0009	-0.002	-0.0034
Si	-0.0004	0	-0.0078
Si	-0.0022	0.0002	-0.0059
Si	-0.0031	-0.0024	-0.0017
Si	0.0004	-0.0007	0.0003
Si	-0.0006	0.0003	-0.0004
Si	-0.0029	-0.0005	0.0003
Si	-0.0014	0.0004	-0.0012
Si	-0.0003	-0.0002	-0.001
Si	-0.0004	-0.0018	0.0001
Si	0.0019	0.0002	0.0008
Si	-0.0023	-0.0003	-0.0007
Si	-0.0016	0	-0.0024
Si	-0.0013	0	0.0003
Si	-0.0013	-0.002	-0.0001
Si	-0.0015	0.0004	0.0014
Si	-0.0022	-0.0003	0.0003
Si	-0.001	-0.0006	-0.0005
Si	0.0002	0.0009	-0.0031
Si	0	-0.0017	0.0018
Si	-0.001	-0.0003	0.001
Si	-0.002	-0.0004	0.0006
Si	-0.001	-0.0007	0.0016
Si	-0.0015	-0.0002	0.0007
Si	-0.0009	-0.0006	0.0009
Si	-0.0009	-0.0001	0.0022
Si	-0.0007	-0.0009	0.0023
Si	-0.0008	-0.0003	0.0003
Si	-0.0008	0.0004	0.0002
Si	-0.0009	0.0003	-0.0004
Si	-0.0005	-0.0002	-0.0004
Si	0	-0.0011	-0.0005
Si	-0.001	-0.0012	-0.0006
Si	-0.0007	-0.0002	-0.0012
Si	-0.0013	-0.0009	-0.0005
Si	-0.0011	0.0002	0.0051
Si	0.0001	-0.0017	0.003
Si	-0.0024	-0.0011	0.0003
Si	0.0003	-0.0022	0.0026
Si	-0.0001	0.0005	0.0014
Si	-0.0005	-0.001	0.0012
Si	-0.0006	-0.0009	0.0041
Si	0.0009	-0.0013	0.004
Si	-0.0019	-0.0006	-0.0001
Si	-0.0028	-0.0009	0.0001
Si	-0.0022	-0.0007	-0.0008
Si	-0.0003	-0.0024	0.0026
Si	0.0004	-0.0019	0.0001
Si	0.0009	-0.0013	-0.0002
Si	-0.0017	0.0001	0.0014
Si	-0.0005	0.001	0.0003
Si	-0.0016	-0.001	0.0074
Si	0.0002	0.0015	0.0067
Si	-0.0007	-0.0011	0.008
Si	0.0004	-0.0006	0.0107
Si	0.0005	-0.0031	0.0092
Si	-0.0005	0.0003	0.0089
Si	-0.0016	-0.001	0.0053
Si	-0.0012	0.0014	0.0062
Si	-0.0002	-0.001	0.0031
Si	-0.0031	-0.0014	-0.0033
Si	0.0006	0.0008	0.0005
Si	0.0014	0.0014	0.0008
Si	-0.0062	-0.0016	0.0029
Si	-0.0004	0.0012	0.0001
Si	0.0011	-0.0005	0.0027
Si	0.0007	-0.0008	0.0003
Si	-0.0001	-0.0001	-0.0018
Si	0	0.0018	0.0002
Si	-0.0001	0.0008	-0.003
Si	-0.0029	0.0054	0.01
Si	0.0004	0.001	0.0014
Si	0.0011	0.002	0.006
Si	0.0008	0.0005	0.0036
Si	0.0019	-0.0032	0.0001
Si	0.0021	0.0003	0.0016
Si	-0.0009	0.0007	-0.003
Si	-0.0011	-0.0015	-0.0013
Si	0.0058	0.001	0.0018
Si	0.0015	0	0.0022
Si	-0.003	0.0011	0.0021
Si	-0.0001	-0.0007	-0.0022
Si	-0.0013	0.0011	0.0013
Si	-0.0019	0.0002	-0.0035
Si	0.0044	-0.0004	0.0009
Si	-0.0001	0.0028	-0.0056
Si	0.0001	-0.0013	0.0023
Si	-0.0009	0.0015	-0.0001
Si	-0.0042	-0.0009	0.0025
Si	0.0008	-0.0009	-0.0016
Si	0.0017	0.0002	0.005
Si	-0.0012	-0.0014	-0.0002
Si	-0.0015	-0.0011	0.0004
Si	-0.001	0.001	0.0008
Si	-0.0012	0	0.0002
Si	-0.0006	0	0.0008
Si	-0.0015	0.0006	-0.0003
Si	-0.0012	-0.001	0.0002
Si	-0.0006	-0.001	0.0007
Si	-0.0009	-0.0003	-0.0005
Si	-0.0008	0	-0.0008
Si	-0.0011	-0.001	-0.0008
Si	0.0001	-0.0004	-0.0005
Si	-0.0008	-0.0008	-0.0009
Si	-0.0001	-0.0003	-0.0007
Si	-0.0007	0	-0.0008
Si	-0.0009	-0.0009	-0.0006
Si	-0.0014	-0.0004	0.0009
Si	-0.0002	0.0003	0.0011
Si	-0.0005	-0.0012	0.0016
Si	-0.0007	-0.0012	0.0013
Si	0.0002	-0.0008	0.0015
Si	-0.0006	-0.0015	0.0012
Si	-0.0012	-0.0008	0.0012
Si	-0.0008	-0.0008	0.001
Si	-0.0009	-0.0001	0.0017
Si	-0.0013	0.0001	0.0016
Si	-0.0006	-0.0013	0.0012
Si	-0.0003	-0.001	0.0012
Si	0.0002	-0.0012	0.0013
Si	0.0002	0.0003	0.0013
Si	-0.0013	-0.0006	0.0014
Si	-0.0004	0.0002	0.0016
O	0.0013	0.0019	-0.0005
O	0.0005	-0.0032	-0.0041
O	-0.0012	0.0004	0.0026
O	0.0014	0.0048	-0.0002
O	-0.0009	-0.0004	0.0021
O	-0.002	-0.0014	0.0008
O	0.0009	-0.001	0.006
O	-0.0016	-0.0003	0.001
O	-0.0013	-0.0006	0.0021
O	-0.0006	0.0056	-0.0023
O	0.0018	0.0011	-0.0049
O	-0.0008	-0.0008	0.0031
O	-0.0011	-0.001	0.0064
O	0.0017	0.0008	0.0024
O	0.0081	-0.0019	0.0066
O	-0.0001	-0.0008	-0.0018
O	0.0027	0.0002	0.0012
O	-0.0037	-0.0006	0.0013
O	-0.0021	-0.0001	0.0028
O	-0.0006	0.0006	0.0043
O	-0.0013	-0.0002	0.002
O	0.0022	0.0034	0.0054
O	0.0002	0.0014	-0.0006
O	-0.0065	-0.0004	-0.006
O	-0.0005	0.0003	-0.0032
O	-0.0005	-0.0006	0.0019
O	-0.0021	-0.0001	0.0046
O	-0.0016	0.0061	-0.0025
O	0.0004	0.0017	0.0001
O	-0.0003	-0.0005	0.0031
O	0.0013	-0.0011	-0.0007
O	-0.0061	-0.0038	0.0025
O	-0.0032	0.0031	0.0034
O	0.0015	0.0015	0.0019
O	-0.0016	0.0004	-0.0011
O	-0.0002	-0.0048	-0.0048
O	0.0037	-0.0004	-0.0014
O	0.0005	-0.0006	0.0003
O	-0.0005	0.0013	-0.0035
O	0.0019	0.0014	0.0016
O	0.0097	0.0062	-0.0149
O	-0.0028	0.0058	-0.0083
O	-0.0055	-0.003	0.0032
O	0.0014	-0.001	-0.0047
O	0.0027	0.002	-0.0026
O	-0.0017	0.0002	0.0026
O	0.0061	-0.004	-0.0047
O	0.0021	-0.0013	0.0021
O	-0.0001	-0.0041	-0.0066
O	0.0002	0.0008	-0.006
O	-0.001	0.004	-0.0026
O	-0.0001	-0.0014	0.0023
O	-0.0012	0.0015	0.0044
O	0.0003	-0.0017	-0.0038
O	-0.0019	-0.0012	-0.005
O	-0.0049	-0.0049	-0.0018
O	0.0006	-0.0003	0.0005
O	0.0031	0.0001	-0.0008
O	0.0058	-0.0025	0.0022
O	-0.0059	-0.0014	0
O	-0.0011	-0.0015	-0.0004
O	-0.0009	0.0009	0.0038
O	0.0021	0.0015	-0.0014
O	-0.0007	-0.0006	0.0039
O	-0.0008	-0.0027	-0.002
O	-0.0028	-0.0003	-0.0008
O	-0.0015	-0.0015	0.0023
O	-0.0124	-0.0031	0.0006
O	0.0036	-0.001	0.0006
O	0.003	0.0005	-0.0012
O	-0.0004	-0.0026	0.0041
O	0.0015	0.0026	0.0011
O	-0.0018	0.0007	0.0008
O	0.0003	-0.0014	-0.0018
O	0.0029	0.0039	-0.0001
O	0.0049	-0.0048	0.002
O	0.0009	0.0009	-0.0028
O	-0.0013	-0.0006	0.0014
O	0.0016	0.0007	-0.0019
O	-0.0002	-0.0016	-0.0037

The program warned: the cutoff lies below the one the program advises for these potential files; the forces do not sum to zero within the program's tolerance; empty levels may hold ghost states of the PAW files; the exchange-correlation potential is rough where the density is thin.
